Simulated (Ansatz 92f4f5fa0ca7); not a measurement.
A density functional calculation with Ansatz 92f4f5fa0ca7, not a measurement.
Periodic cell of 186 atoms, Si104O82, from a study of silicon, its oxide and their interface. The atomic structure is a simulated model.

Settings: functional PBE; potential files Ansatz PAW; basis plane waves; wave-function cutoff 700 eV; density cutoff ratio 5; exchange-correlation grid ratio 2; k mesh 2 x 2 x 1, shifted by 0.5 0.5 0.5 of a step; self-consistency stop 5e-08 eV per atom in the density residual; occupations Fermi-Dirac, 0.05 eV; spin none; net charge 0.

Cell vectors (angstrom)
a	11.5983	0	0
b	0	11.5983	0
c	-2.4792	-5.0727	24.6663

Atoms and the computed forces on them: element, x, y, z (angstrom), force x, y, z (eV/angstrom)
Si	0.4145	-1.4156	-0.372	0.0315	0.2333	0.1876
Si	0.8465	1.6065	0.0785	0.2917	0.041	0.1659
Si	0.5649	5.7123	-0.4494	-0.1014	0.0567	-0.0023
Si	4.2704	-2.3108	-0.0085	0.0124	-0.1043	-0.0573
Si	4.3149	0.8977	-0.1191	0.2048	0.135	-0.0068
Si	4.165	5.9833	-0.186	0.064	0.0374	0.1792
Si	8.1232	-1.2504	-0.3426	-0.0715	0.0218	-0.2635
Si	8.2265	1.8798	0.1313	0.0805	0.1279	-0.4614
Si	8.1023	4.9691	-0.1862	-0.2028	-0.3296	-0.1102
Si	2.2599	-2.1415	1.172	-0.2129	0.047	-0.2809
Si	2.6229	1.4698	1.5106	-0.2778	-0.05	-0.2973
Si	2.3112	5.6032	1.1859	-0.0111	-0.0188	0.033
Si	6.3044	-2.1031	1.1253	0.2974	0.1048	-0.0554
Si	6.2116	1.6596	1.2409	-0.4054	-0.1606	-0.2418
Si	6.1735	5.5076	1.0939	0.016	0.0392	-0.1834
Si	10.079	-1.8668	0.9988	0.0485	-0.014	-0.1419
Si	10.3129	1.9065	1.1993	0.198	-0.1898	-0.404
Si	10.141	5.5369	0.9559	0.1147	-0.0146	-0.2021
Si	2.424	-0.3883	2.7909	0.0234	-0.0099	0.0491
Si	2.4611	3.6029	2.5423	0.0791	0.1234	-0.0628
Si	2.2419	7.5196	2.5448	-0.1366	-0.015	0.1645
Si	6.2657	-0.2157	2.6078	0.0633	-0.0757	0.2394
Si	6.1567	3.6243	2.541	-0.1154	0.1025	0.0176
Si	6.3163	7.4826	2.4329	0.0025	-0.0582	0.0808
Si	10.2018	-0.049	2.5268	0.0064	0.0999	0.0528
Si	10.2263	3.7685	2.5493	-0.0139	0.0739	0.0659
Si	10.0651	7.5714	2.2969	0.0593	0.0578	-0.2822
Si	0.4436	-0.1802	4.0227	-0.0589	-0.1075	0.0283
Si	0.528	3.6675	3.9281	-0.1831	0.0082	0.0646
Si	0.288	7.5282	3.8768	0.305	0.0067	0.033
Si	4.3814	-0.1849	4.0459	-0.2105	-0.1021	-0.0226
Si	4.3161	3.6391	3.9665	-0.0075	0.0699	0.0632
Si	4.3062	7.5055	3.812	0.1419	-0.0024	-0.1494
Si	8.2623	-0.0898	3.8857	-0.0003	-0.0366	0.024
Si	8.2078	3.6447	3.814	-0.0063	-0.0352	0.0278
Si	8.2309	7.4974	3.8242	-0.087	-0.0378	0.0716
Si	0.2903	9.4449	5.2773	0.052	0.0545	0.1845
Si	0.5713	1.7877	5.3775	-0.0086	0.0323	0.0034
Si	0.4226	5.575	5.309	0.042	-0.0074	-0.1393
Si	4.3007	9.4216	5.2017	0.0422	0.1854	0.2978
Si	4.3779	1.7839	5.433	0.0065	0.088	0.0408
Si	4.3083	5.5694	5.2577	0.1361	-0.1135	-0.118
Si	8.2548	9.5098	5.1023	0.1392	-0.036	0.0628
Si	8.259	1.8101	5.3469	-0.1032	-0.0922	0.1355
Si	8.2168	5.5118	5.2318	-0.0195	0.1017	-0.1236
Si	2.3119	9.4353	6.5248	-0.1699	0.1975	-0.5389
Si	2.4697	1.9465	6.8544	-0.0562	0.0592	0.0688
Si	2.3966	5.5022	6.6473	0.0867	0.0428	-0.0366
Si	6.3308	9.6047	6.3898	-0.028	0.143	-0.0881
Si	6.3303	1.7779	6.8222	0.1986	0.1284	0.1038
Si	6.2692	5.46	6.5793	-0.1814	-0.3584	0.0821
Si	9.9752	9.4685	6.7237	0.0511	0.0366	-0.1392
Si	10.2447	1.7811	6.7327	-0.2545	-0.0491	0.0352
Si	10.0921	5.4997	6.7002	0.0876	-0.2095	0.0622
Si	2.5127	-0.1626	7.8395	0.0562	-0.2393	0.1258
Si	2.569	3.9112	8.4604	-0.0255	-0.004	0.2324
Si	2.0963	7.4626	7.7953	-0.1747	0.0212	0.3755
Si	6.4415	-0.2754	8.0636	0.022	0.0988	0.2297
Si	6.4128	3.697	8.3569	0.0644	-0.0478	0.0527
Si	6.014	7.5891	7.3821	0.251	-0.0664	0.0267
Si	10.1629	-0.1466	8.125	0.1542	-0.0941	0.3545
Si	10.3664	3.6277	8.2102	-0.1309	0.1484	0.2075
Si	9.7391	7.4304	7.9906	-0.2119	0.0884	0.2738
Si	0.6922	-0.7141	9.1792	-0.101	0.0353	-0.2471
Si	0.5564	4.1159	9.8799	0.2112	-0.1537	0.0449
Si	0.1007	7.8392	9.1618	0.142	0.0756	-0.2482
Si	4.381	10.8386	9.1082	-0.0087	-0.0823	0.3639
Si	4.5936	3.6622	10.0559	-0.0149	-0.2214	-0.2054
Si	4.1385	7.8093	8.7126	-0.1333	-0.0623	0.5126
Si	8.3364	0.2011	9.5941	-0.0893	-0.1466	-0.1032
Si	8.5163	3.4302	9.6586	0.0157	-0.0534	-0.2417
Si	7.5613	7.5091	9.0312	-0.1903	-0.0728	-0.0269
Si	8.7687	7.3317	13.3858	-0.0484	0.0876	0.1218
Si	4.6663	0.9589	11.7089	0.0447	-0.1966	-0.0149
Si	11.3553	-2.8172	14.2017	-0.0143	0.0291	0.2428
Si	5.6697	5.2688	21.2738	-0.012	0.2141	-0.2883
Si	0.8581	9.1944	11.6053	0.0796	0.1226	0.348
Si	2.107	-4.4745	13.2118	-0.0896	-0.019	0.2287
Si	6.9585	8.0958	15.651	0.036	0.124	0.0951
Si	10.153	4.8409	11.9248	-0.131	-0.0861	0.1094
Si	5.5932	6.2417	10.7848	0.007	0.0891	-0.1333
Si	1.2217	4.0458	12.7807	-0.0147	0.098	0.2003
Si	7.1248	-0.3371	15.2915	-0.0132	0.0143	0.1018
Si	3.4529	4.0145	17.7528	0.1251	0.0208	-0.0388
Si	12.2174	3.2897	17.642	-0.0817	-0.107	0.0432
Si	5.7438	2.8016	19.4758	0.0647	-0.0605	-0.1537
Si	4.1944	6.6172	19.2259	0.1685	-0.0151	0.0869
Si	8.9039	7.6085	18.0436	-0.1016	0.1088	0.0142
Si	11.2343	8.8388	16.9382	-0.1687	0.2711	-0.0216
Si	6.7755	7.7111	20.174	-0.1384	0.097	0.0034
Si	6.8829	8.6388	11.5767	0.1993	-0.0073	0.1423
Si	2.3421	2.5103	15.409	0.0799	-0.0106	0.0613
Si	4.0117	-0.055	14.6183	0.186	-0.0243	0.1547
Si	6.3662	1.3598	21.9618	-0.018	-0.1926	-0.3413
Si	3.7995	8.3922	15.3425	0.0236	0.0289	0.0784
Si	10.3016	1.7616	19.6943	-0.0156	-0.2168	-0.1787
Si	7.5509	10.5097	20.4336	-0.1465	-0.1129	-0.3061
Si	1.982	7.8558	17.9935	0.1175	0.1282	0.0071
Si	7.7433	0.8018	18.1347	-0.0553	-0.0463	-0.0301
Si	11.3079	6.0946	17.4945	-0.0508	-0.1381	-0.0525
Si	12.1845	-1.8692	23.0822	-0.0285	-0.0557	0.0683
Si	7.3064	-0.2029	12.3665	-0.0745	0.1122	0.1715
Si	10.3992	-0.6968	21.3288	-0.0907	-0.0054	-0.2624
Si	9.0353	2.9415	22.3711	0.1359	-0.1064	-0.1067
O	7.2054	-0.5394	18.9178	0.0345	-0.0051	0.1321
O	11.6416	-1.7364	21.5405	0.1395	0.0112	0.2684
O	0.6595	0.1931	-0.7802	-0.1113	-0.271	0.2312
O	9.2681	4.5071	22.7645	0.0387	-0.0636	0.0393
O	6.7022	6.5459	21.3131	-0.0034	-0.0092	0.026
O	1.6631	2.8109	-0.765	-0.1515	-0.041	-0.1085
O	4.2443	7.6343	-0.7204	-0.0114	0.2401	0.3521
O	0.642	7.2804	-1.0089	-0.049	-0.024	-0.026
O	4.2896	-0.6905	-0.7194	0.0135	-0.1204	0.2944
O	4.1129	1.9599	-1.3871	-0.0775	0.0391	-0.134
O	3.8186	4.6385	-1.1853	-0.0385	0.0941	-0.1385
O	1.9585	-6.0582	12.7901	-0.0471	-0.0611	-0.0569
O	8.1126	3.3508	-0.7337	0.0551	0.1655	0.5385
O	7.985	-1.889	-1.8986	0.0162	0.0956	0.3678
O	1.9757	3.7898	18.3919	-0.0549	0.036	-0.0022
O	6.8614	2.121	18.508	-0.0803	0.0876	0.1059
O	6.2498	4.2073	20.1515	0.0139	0.0165	0.115
O	7.4595	2.4997	22.3761	-0.013	0.1351	0.0602
O	1.1325	-1.0267	10.7639	-0.0772	0.0203	-0.2953
O	-0.0872	8.1269	10.7873	-0.0352	-0.0796	-0.3505
O	0.3949	9.3706	8.5741	-0.0468	0.0242	0.2921
O	3.4396	-4.2341	14.1199	-0.0474	0.009	-0.0443
O	11.1862	4.1443	13.0158	-0.0746	0.0317	-0.0628
O	3.0667	7.8064	19.209	-0.0726	-0.0843	-0.0639
O	6.2822	1.0063	11.9782	-0.0708	0.0557	-0.0049
O	4.232	9.2384	9.5334	0.0422	0.1261	-0.527
O	4.3111	6.6226	9.8488	0.2338	-0.0955	0.1345
O	2.1567	8.2469	12.0009	0.0138	0.1382	-0.1294
O	3.9264	0.4526	13.0693	0.0049	0.0464	-0.1243
O	8.4291	-0.357	11.1873	0.0558	0.0803	-0.4936
O	8.2876	1.8162	9.8358	-0.0851	-0.0342	0.1058
O	4.2609	11.4606	10.6099	0.0493	0.1512	-0.0889
O	7.044	6.193	9.9644	0.1456	-0.0286	0.1768
O	8.9801	3.9314	11.2065	-0.1046	-0.0076	-0.2923
O	9.785	8.9681	17.6852	0.0811	-0.0581	0.0066
O	7.1593	8.8471	9.9671	0.0927	0.0385	0.1069
O	7.3705	-1.9256	15.5419	-0.0271	-0.0353	-0.0467
O	6.6062	9.2221	20.7772	0.0448	-0.0586	0.0383
O	5.7952	7.4425	11.884	-0.1044	-0.1562	-0.034
O	12.3865	-4.0807	14.089	0.0099	-0.0268	-0.0574
O	7.467	7.1976	14.3712	0.0012	0.0057	-0.0619
O	11.6729	-1.8553	12.9334	0.0763	-0.0324	-0.1822
O	11.1583	5.2971	10.6546	0.4019	-0.2067	-0.2012
O	1.1145	6.471	18.2513	-0.044	-0.005	-0.005
O	4.447	3.0069	18.539	-0.0109	0.0014	0.0374
O	8.3559	8.1816	12.0759	0.0392	0.0471	0.0164
O	1.3035	3.4	11.2477	-0.1572	0.2584	-0.3933
O	7.7202	7.4376	16.9356	0.0876	-0.0527	0.0218
O	2.8071	8.0255	16.5881	-0.0359	-0.0031	0.0275
O	5.6314	7.3798	19.0521	-0.0709	-0.0475	0.0565
O	3.9661	5.5562	17.985	-0.0522	-0.0005	0.0248
O	9.2423	1.1429	18.6305	0.0775	0.099	0.05
O	1.9198	3.0965	13.9268	-0.055	0.0378	-0.113
O	3.5694	-1.6255	14.8859	-0.0091	0.0514	-0.0497
O	6.4314	9.9894	12.3676	-0.0371	-0.0896	-0.1556
O	11.4667	-1.8988	15.5703	-0.006	-0.179	0.0002
O	0.8685	9.0744	17.9996	0.0346	-0.1012	-0.0278
O	11.3546	2.5891	18.8067	0.063	0.0852	-0.0442
O	7.2216	0.0607	21.5119	0.0134	0.1486	0.1482
O	8.1617	0.4021	-0.6844	-0.0031	-0.3688	0.1903
O	5.5446	0.0596	15.1799	-0.1052	0.005	-0.0672
O	4.2258	5.8144	20.6652	0.0584	-0.0277	0.0317
O	9.8448	-3.3857	14.1988	0.0242	-0.0147	-0.0767
O	11.0353	0.5129	20.4331	-0.0764	-0.0455	0.1097
O	5.3946	1.8194	20.7338	0.0636	0.0252	0.1253
O	9.6401	2.6794	20.8718	-0.1577	0.1497	0.2666
O	3.3534	3.6009	16.1568	-0.0748	-0.0491	-0.024
O	1.0162	2.3363	16.3722	0.0122	0.0469	-0.027
O	4.2391	2.3981	11.0762	0.0118	0.2888	-0.2721
O	9.1472	10.1865	20.561	0.1285	0.0995	0.1615
O	3.0435	1.0307	15.3698	-0.0646	0.0534	0.0287
O	9.3698	5.9357	12.8349	0.1059	-0.0978	-0.1577
O	7.8921	6.0008	-1.4711	0.0709	-0.0509	0.1436
O	0.7105	4.926	-1.9021	-0.0493	0.0745	0.252
O	5.3354	8.0557	15.7832	0.0047	0.0021	-0.0403
O	8.2303	7.7486	19.4929	0.0503	-0.031	0.031
O	7.8845	0.0526	13.879	-0.0498	-0.0715	-0.159
O	11.2466	7.277	16.366	0.0828	-0.0533	0.0141
O	9.8795	6.2998	18.2647	0.0784	0.0073	-0.0928
O	5.1631	4.7339	11.2336	0.0137	0.0394	-0.1137
O	11.3874	4.5557	17.0071	0.0549	0.0294	0.0123
O	7.7384	0.5201	16.5341	0.033	-0.0061	-0.0894

Results
free energy: -112753.908 eV
free energy less fixed offsets of O -569.03, Si -635.61 eV per atom: 9.992 eV
pressure: -0.41 GPa
stress xx, yy, zz, yz, xz, xy (GPa, positive in tension): -0.4, 1, 0.62, 0.19, 0.06, 0.62

The program warned: the cutoff lies below the one the program advises for these potential files.
